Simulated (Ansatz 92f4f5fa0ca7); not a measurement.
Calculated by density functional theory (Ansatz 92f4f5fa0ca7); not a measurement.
Periodic cell of 237 atoms, Si145O90As2, from a study of silicon, its oxide and their interface. The atomic structure is a simulated model.
Doubt: the cutoff is far below the 930 eV that the study's wrapper takes by default for these files, so forces and energies are approximate.
This geometry differs little from another in the collection (a relaxation step or a small displacement).

Settings: functional PBE; potential files Ansatz PAW; basis plane waves; wave-function cutoff 580 eV; density cutoff ratio 5; exchange-correlation grid ratio 1; k mesh 1 x 1 x 1, Gamma-centred; self-consistency stop 5e-08 eV per atom in the density residual; occupations fixed; spin none; net charge 0.

Cell vectors (angstrom)
a	11.6015	0	0
b	0	10.938	0
c	0	0	32.0622

Atoms: element, x, y, z (angstrom)
Si	-0.1933	-0.0684	23.2662
Si	3.6756	0.2038	23.0977
Si	7.5567	-0.1322	23.4394
Si	1.6894	1.3714	23.4083
Si	5.7384	1.4074	23.1812
Si	9.4489	1.2298	23.3604
Si	0.1643	5.3168	23.4495
Si	4.1247	5.2987	23.3841
Si	8.0354	5.612	23.5347
Si	2.1619	6.589	23.3657
Si	5.9687	6.7718	23.472
Si	10.0119	6.8701	23.5863
Si	1.9057	2.6654	25.3739
Si	5.8334	2.6569	25.2478
Si	9.6343	2.6883	25.2603
Si	11.6016	4.0095	25.3789
Si	3.8947	3.975	25.3143
Si	7.7451	4.094	25.3336
Si	1.9762	8.1502	25.1943
Si	5.7774	8.1687	25.3597
Si	9.7128	8.2649	25.4217
Si	11.6416	9.5612	25.259
Si	3.8681	9.5885	25.0697
Si	7.6923	9.5222	25.4009
Si	11.6507	-0.0106	27.2047
Si	3.9023	-0.0544	27.1209
Si	7.759	-0.0156	27.2797
Si	1.9862	1.3132	27.274
Si	5.8285	1.3238	27.2015
Si	9.6962	1.3325	27.2064
Si	11.594	5.4702	27.2354
Si	3.8472	5.4209	27.2121
Si	7.7133	5.4596	27.2595
Si	1.9392	6.8265	27.1806
Si	5.7609	6.7976	27.268
Si	9.6553	6.8151	27.2752
Si	1.9445	2.7242	29.1716
Si	5.7944	2.71	29.1399
Si	9.6803	2.7229	29.1431
Si	0.0105	4.0961	29.1629
Si	3.8683	4.0878	29.1659
Si	7.7313	4.0783	29.1717
Si	1.9441	8.1862	29.1376
Si	5.7913	8.1919	29.1726
Si	9.6734	8.203	29.1821
Si	0.0111	9.5603	29.1494
Si	3.8723	9.5688	29.1237
Si	7.7329	9.5476	29.1889
Si	0	0	31.0965
Si	3.8672	0	31.0965
Si	7.7343	0	31.0965
Si	1.9336	1.3673	31.0965
Si	5.8008	1.3673	31.0965
Si	9.6679	1.3673	31.0965
Si	0	5.469	31.0965
Si	3.8672	5.469	31.0965
Si	7.7343	5.469	31.0965
Si	1.9336	6.8362	31.0965
Si	5.8008	6.8362	31.0965
Si	9.6679	6.8362	31.0965
Si	1.9336	2.7345	0.9679
Si	5.8008	2.7345	0.9679
Si	9.6679	2.7345	0.9679
Si	0	4.1018	0.9679
Si	3.8672	4.1018	0.9679
Si	7.7343	4.1018	0.9679
Si	1.9336	8.2035	0.9679
Si	5.8008	8.2035	0.9679
Si	9.6679	8.2035	0.9679
Si	0	9.5708	0.9679
Si	3.8672	9.5708	0.9679
Si	7.7343	9.5708	0.9679
Si	11.5881	-0.0009	2.9436
Si	3.8067	-0.0064	2.904
Si	7.7378	-0.0085	2.9059
Si	1.8993	1.4013	2.9294
Si	5.7655	1.2843	2.8166
Si	9.6532	1.3689	2.9148
Si	11.5569	5.5029	2.874
Si	3.8637	5.4888	2.9064
Si	7.7262	5.5099	2.8889
Si	1.9037	6.8231	2.887
Si	5.7964	6.8506	2.8859
Si	9.6599	6.9109	2.9786
Si	1.8638	2.8674	4.8153
Si	5.7	2.5944	4.7223
Si	9.5723	2.7893	4.817
Si	11.4905	4.194	4.8214
Si	3.8728	4.1047	4.8272
Si	7.5626	3.9975	4.7033
Si	1.88	8.158	4.8279
Si	5.8054	8.271	4.7743
Si	9.6813	8.2562	4.9807
Si	11.6207	9.65	4.9595
Si	3.8098	9.4919	4.8035
Si	7.755	9.6402	4.8916
Si	11.6448	0.3223	6.81
Si	3.7705	-0.0607	6.6868
Si	7.7752	0.0433	6.896
Si	2.0906	1.5352	6.7303
Si	5.7294	1.2295	6.6645
Si	9.6627	1.5491	6.8229
Si	11.4497	5.5794	6.7507
Si	3.8841	5.4327	6.8215
As	7.6349	5.5548	6.486
Si	1.9054	6.7251	6.7249
Si	5.7215	6.96	6.7133
As	9.6823	7.171	7.2732
O	10.8235	8.0963	8.534
O	7.8147	9.8955	8.189
O	7.2329	4.6318	8.0278
O	3.3783	10.3692	8.2434
O	2.113	7.6742	8.0634
O	3.984	4.5852	8.2637
O	9.7639	2.4725	8.2157
O	2.6201	2.3489	8.1156
O	11.4116	4.5599	8.0544
O	5.3619	2.3635	7.8154
O	6.0138	7.8967	8.0609
O	11.4008	10.7108	8.3467
O	11.2721	10.0796	21.7893
O	3.2412	10.727	21.5157
O	5.7758	7.7816	22.1581
O	4.2265	4.4523	21.9339
O	7.6881	9.6884	22.1816
O	10.314	7.6645	22.1601
O	1.618	2.3958	22.1034
O	5.9476	2.4404	21.8717
O	8.4513	4.7189	22.1937
O	-0.0599	4.4513	22.0272
O	2.3392	7.402	21.9354
O	9.1389	1.8974	21.8699
Si	2.102	7.96	9.6511
Si	5.0424	0.5983	17.6642
Si	2.4915	5.4627	13.9982
Si	10.6261	3.8652	14.0425
Si	8.3071	2.4166	15.2568
Si	9.5531	2.247	20.3386
Si	10.4818	3.6856	9.0629
Si	0.0713	2.3533	11.5836
Si	11.0309	8.1535	15.3985
Si	5.1762	6.9511	13.9613
Si	5.7758	2.6608	11.1074
Si	8.5798	7.6727	19.3669
Si	8.1226	4.8515	20.6077
Si	5.9212	9.6109	15.1741
Si	2.1204	7.6502	20.3454
Si	1.9462	4.9021	18.79
Si	4.5071	3.455	17.9979
Si	8.5015	8.9513	16.7959
Si	0.8642	9.5578	13.397
Si	9.9725	10.7372	11.8544
Si	5.3555	3.7081	21.0032
Si	0.5914	5.5397	16.2631
Si	11.1862	9.439	9.3344
Si	6.5716	8.9001	21.2811
Si	7.1186	7.1154	11.4423
Si	2.7114	0.7453	12.189
Si	10.8891	8.6787	21.0256
Si	6.0534	4.3448	15.6145
Si	7.1001	0.5194	12.9843
Si	4.0661	2.9759	8.5959
Si	0.8877	6.838	11.9014
Si	6.6874	9.0479	9.036
Si	0.6754	3.2882	21.1313
Si	9.8324	6.5306	12.8681
Si	7.6538	4.5889	9.6075
Si	3.9964	10.0846	20.2037
Si	4.2759	3.0849	13.5065
Si	3.9886	10.0333	9.7323
Si	8.0693	0.8087	18.0201
O	11.6437	3.2331	12.9479
O	9.285	4.576	9.7412
O	8.8082	3.6036	19.8459
O	4.0548	-0.0498	18.7938
O	11.3459	4.5231	15.3352
O	10.1021	9.8521	10.4917
O	3.779	1.5912	13.0925
O	0.7014	9.0729	14.9481
O	6.4822	1.0125	18.3428
O	4.7664	3.172	19.5902
O	6.3004	1.238	11.7448
O	1.0572	9.1703	10.0064
O	5.6599	4.3237	17.2102
O	8.4307	7.1256	12.3791
O	4.4179	2.6364	10.1575
O	2.0614	5.6975	15.5525
O	3.4979	0.0339	10.9528
O	5.8936	7.2164	12.5138
O	2.3267	6.3536	19.4031
O	0.674	4.9658	17.7799
O	8.4375	10.7136	12.4039
O	5.598	10.1562	9.5315
O	0.6001	8.1957	20.1917
O	9.7802	2.6187	14.6331
O	2.0561	10.6415	13.2551
O	9.9473	9.1265	16.0939
O	6.134	10.3802	13.7452
O	7.462	1.5956	14.1459
O	1.6608	3.9117	20.0258
O	5.9069	5.8092	14.8981
O	7.3473	8.9768	15.6617
O	1.5238	1.6311	11.5171
O	7.2434	8.3705	10.3999
O	4.3173	2.0035	17.2628
O	7.0358	3.2254	10.2511
O	11.5065	7.004	16.4362
O	8.2772	10.1677	17.8163
O	3.5858	8.4869	10.0844
O	7.6071	3.8706	15.4975
O	3.1581	4.3323	17.888
O	2.9173	3.9357	13.6912
O	1.3075	8.2748	12.5183
O	1.2245	5.7208	13.0204
O	4.9898	8.3211	14.8327
O	11.1754	2.3949	20.3227
O	11.0067	10.1471	12.9661
O	5.307	3.63	12.3467
O	5.1029	3.2177	14.898
O	6.491	4.805	20.5484
O	8.4557	1.6242	16.6683
O	10.3972	1.3407	11.5634
O	10.8907	6.7007	11.6295
O	3.2553	8.692	19.8403
O	1.7138	6.624	10.5107
O	7.1687	8.1932	19.9657
O	8.4805	7.6089	17.7359
O	3.6783	6.4699	13.5881
O	9.6658	4.9704	13.3119
O	5.5286	9.9989	20.7332
O	10.3459	7.419	14.1213
O	8.784	6.1625	19.9261
O	7.0187	5.793	10.4973
O	5.2648	10.5603	16.353
O	9.047	1.1405	19.2723
O	11.5126	3.2372	10.2292
O	9.7433	8.7086	19.8665

Results
free energy: -153071.108 eV
free energy less fixed offsets of As -4856.12, O -568.88, Si -635.61 eV per atom: 3.782 eV

Forces (eV/angstrom), in the order of the atoms: element, x, y, z
Si	0.0027	-0.003	-0.0006
Si	-0.0034	0.0024	-0.0042
Si	0.0013	-0.0018	-0.0028
Si	-0.0015	0.0063	0.003
Si	0.002	0.0029	0.0045
Si	-0.0014	0.0016	-0.0005
Si	0.0067	0.0024	-0.0071
Si	-0.0024	0.0028	0.0004
Si	0.0029	0.0026	-0.0021
Si	0.0012	0.0008	0.0037
Si	-0.0012	-0.0004	-0.0006
Si	-0.0055	0.002	0.0009
Si	0.0004	0.0002	0.0005
Si	-0.0013	0.0008	0.0035
Si	0.0014	0.0025	0.0027
Si	-0.0014	-0.0011	0.0004
Si	0.0014	-0.0014	0
Si	-0.0011	-0.0041	-0.0041
Si	0	0.0004	-0.0013
Si	0.0005	-0.0008	-0.0032
Si	0.0042	0.0016	-0.0019
Si	0.0004	-0.0002	0.0035
Si	-0.0003	-0.0005	0.0019
Si	-0.0008	-0.0004	-0.0005
Si	0.0031	0.0018	0.0007
Si	-0.0012	0.0009	0.0015
Si	-0.0011	0.0033	-0.0016
Si	-0.0008	0.0004	-0.0026
Si	0.0013	-0.0005	0.0009
Si	-0.0002	-0.0006	0.0008
Si	-0.0006	-0.0009	-0.0019
Si	0.002	-0.0013	-0.0019
Si	-0.0002	0.001	-0.0025
Si	0.0007	0.0023	0.0021
Si	-0.0023	0.0002	-0.0022
Si	0.0027	-0.0047	-0.0014
Si	0.0078	-0.0016	0.0029
Si	-0.0004	-0.0008	-0.0046
Si	0.0033	0.0005	-0.0042
Si	-0.0012	0.0004	0.0007
Si	-0.0048	-0.0003	0.0015
Si	-0.0015	0.0018	0.0048
Si	-0.0006	0.0011	-0.0018
Si	-0.0049	0.0017	0.0077
Si	-0.0032	0.0097	0.0093
Si	0.0014	-0.0038	-0.006
Si	0.0065	-0.0068	-0.0129
Si	0.0029	-0.0011	0.0026
Si	0.0278	0.0281	-0.075
Si	-0.017	0.0278	-0.1993
Si	-0.0387	0.048	0.106
Si	-0.0119	-0.0764	0.0835
Si	-0.0006	-0.0012	-0.135
Si	-0.0008	-0.0648	-0.0891
Si	0.0161	-0.0276	-0.016
Si	0.0218	0.024	-0.0199
Si	-0.0249	-0.0507	-0.0151
Si	-0.01	-0.0308	-0.0909
Si	-0.0377	-0.0713	0.0877
Si	0.0502	-0.1596	0.1372
Si	-0.0397	0.011	0.1018
Si	-0.0519	-0.0071	-0.1831
Si	0.0237	0.0045	0.062
Si	-0.0988	0.0444	-0.0547
Si	0.0025	0.0293	0.1031
Si	0.0735	0.0727	0.0565
Si	0.0262	0.0159	-0.0829
Si	0.0024	0.1209	-0.0886
Si	-0.0802	0.0779	0.2267
Si	-0.0163	0.039	0.2176
Si	-0.1653	-0.1426	-0.0347
Si	0.0766	-0.0472	0.0131
Si	-0.0071	0.0012	-0.0076
Si	-0.0146	-0.0102	0.0234
Si	0.004	-0.0056	-0.0115
Si	-0.0089	0.0098	-0.0036
Si	0.0381	-0.0047	-0.0205
Si	0.0028	0.0051	-0.0136
Si	-0.0079	0.0075	0.0084
Si	0.0058	0.006	0.0025
Si	0.0005	-0.0031	-0.0063
Si	0.0048	-0.0044	0.0008
Si	0.0059	-0.0131	0.0133
Si	0.0004	-0.0625	0.009
Si	0.0122	0.0009	0.0126
Si	-0.0576	0.0132	0.0398
Si	-0.0081	0.0244	0.0011
Si	-0.0397	-0.0007	-0.0381
Si	0.0057	0.0032	0.0116
Si	0.0892	-0.0378	-0.1121
Si	-0.0152	0.0107	0.0054
Si	-0.0101	0.0038	-0.0017
Si	0.0045	0.0399	0.0557
Si	0.0063	-0.0164	0.026
Si	0.0084	0.0036	0
Si	-0.0116	-0.0023	0.0236
Si	0.0084	-0.0546	0.0586
Si	-0.0231	-0.011	0.0065
Si	-0.0195	-0.0096	0.0076
Si	-0.0019	0.0092	-0.0019
Si	0.0311	0.0199	0.0088
Si	-0.0219	0.0081	0.0221
Si	0.0095	-0.0084	0.0798
Si	-0.0024	-0.015	-0.0062
As	0.0735	0.1575	0.2807
Si	0.0368	0.0979	0.1335
Si	0.013	0.0511	0.0477
As	0.2032	0.1523	0.1017
O	-0.1803	-0.0751	-0.3481
O	0.0112	0.0001	-0.0148
O	-0.0032	-0.033	0.0837
O	0.0089	0.0106	-0.0106
O	0.0062	-0.0979	-0.1314
O	0.0041	-0.0055	0.0033
O	0.0056	-0.0153	-0.023
O	0.0037	-0.0007	-0.0077
O	0.0046	0.0325	-0.0585
O	0.001	-0.0208	-0.0295
O	0.0186	-0.0234	-0.0567
O	-0.013	0.0291	-0.0231
O	0	0.0016	0.0017
O	0.0024	0.0001	0
O	0.002	0.002	-0.002
O	0.0036	-0.0032	-0.0022
O	-0.0002	0.0005	0.0003
O	-0.0018	0.0028	0.0002
O	-0.0011	0.0021	-0.0031
O	0.0001	0.0034	-0.0018
O	0.0005	0.001	-0.005
O	0.0023	0.0025	-0.0011
O	0.0019	0.008	0.0007
O	0.0007	0.003	-0.0018
Si	-0.0094	-0.0376	-0.0272
Si	0.0004	0.0013	-0.0057
Si	0.0016	0.0006	-0.012
Si	0.0029	-0.0012	-0.0156
Si	0.0036	0.0005	-0.008
Si	0.001	0.0024	0.0017
Si	-0.0168	0.0122	0.021
Si	0.0079	0.0164	-0.0216
Si	0.0074	0.0051	-0.0131
Si	0.0004	-0.0007	-0.0095
Si	0.0446	0.0154	-0.0402
Si	0.0005	0.0013	0.0032
Si	0.0037	0.0032	0.0013
Si	0.0019	0.0046	-0.0061
Si	-0.0023	-0.0027	0.001
Si	0.0046	0.0047	0.0045
Si	-0.0004	0.0002	-0.0032
Si	0.0028	-0.0002	-0.0078
Si	-0.0045	-0.0032	-0.0096
Si	0.0069	-0.0314	-0.0216
Si	0.0012	0.0024	0.0002
Si	-0.0031	0.0048	-0.007
Si	-0.1724	-0.1396	-0.0425
Si	0.0013	-0.002	0.0012
Si	0.0433	-0.0152	-0.0778
Si	0.0056	-0.0028	-0.0198
Si	0.0026	-0.004	0.0004
Si	-0.0005	-0.0004	-0.0107
Si	0.0052	0.0044	-0.0177
Si	0.0074	0.0228	0.0069
Si	-0.0073	0.0058	-0.0316
Si	-0.0138	-0.0247	-0.0217
Si	0.0014	-0.0004	0.0023
Si	0	0.0103	-0.0182
Si	0.0236	-0.0014	-0.0678
Si	-0.0002	-0.0033	-0.0006
Si	0.0008	-0.0022	-0.0105
Si	0.0194	0.0049	-0.0046
Si	0.0057	0.0042	-0.0044
O	-0.0008	-0.0079	-0.0088
O	-0.0221	-0.0098	-0.0176
O	0.0003	0.0009	0.0003
O	0.001	0.003	0.0007
O	0.0073	0.0045	0.0102
O	0.0603	0.0045	-0.0532
O	-0.0016	0.0052	0.0035
O	0.0008	-0.0016	0.0034
O	0.0032	-0.0016	0.0017
O	0.0016	-0.0003	-0.0018
O	0.0072	0.0117	0.0027
O	0.0176	0.0494	0.0289
O	0.0035	0.0025	0.0019
O	-0.0367	-0.0149	-0.0321
O	0.0216	-0.0055	0.0184
O	0.0019	0.0015	0.0045
O	-0.0159	0.0117	0.0153
O	0.0046	-0.0021	-0.0036
O	0.0018	-0.0042	0.0012
O	0.0006	0.0028	-0.0012
O	0.0042	0.0074	0.0046
O	-0.0026	-0.0059	-0.0108
O	0.0035	-0.0032	0.0021
O	0.0042	0.0022	0.0062
O	0.0038	0.0014	0.0019
O	-0.0045	0.0022	0.0056
O	0.0049	0.0042	0.0037
O	0.0005	-0.0014	-0.0006
O	0.0028	0.0022	-0.0037
O	0.0013	0.0013	0.005
O	0.0053	-0.0004	0.0054
O	-0.0018	0.0019	0.0064
O	-0.0159	-0.0725	0.0455
O	0.0017	0.0024	0.0024
O	-0.0542	-0.0383	0.0492
O	0.0038	-0.008	0.0029
O	0.0029	0.0027	0.0007
O	0.0237	-0.0095	0.0081
O	0.0033	0.0002	0.0032
O	0.0042	0.0011	0.0029
O	0.0009	0.005	0.0054
O	-0.0001	0.0051	0.004
O	0.0084	-0.0022	0.0041
O	0.0017	-0.0005	0.0024
O	-0.0009	0.0003	-0.0004
O	-0.0036	0.0103	-0.0069
O	0.0029	0.0024	-0.0023
O	0.0045	0.0039	0.0059
O	-0.0002	0.0015	0.0029
O	-0.0005	0.0022	0.0028
O	0.0034	0.0006	0.0022
O	0.0108	-0.0002	0.0178
O	-0.0014	0.005	0.0002
O	-0.0062	0.0044	0.0107
O	0.003	-0.0006	-0.0035
O	0.0012	0.0036	-0.0043
O	0.0037	0.0006	0.004
O	0.0039	0.0044	0.0054
O	-0.0038	0.0008	0.0008
O	-0.0037	-0.0074	-0.0012
O	-0.0023	-0.0003	0.0042
O	0.0144	0.1073	0.0722
O	0.0016	0.0016	0.0033
O	-0.004	-0.002	-0.0038
O	0.0049	-0.0148	0.0302
O	-0.0018	0.0008	0.0004

The program warned: the cutoff lies below the one the program advises for these potential files; the exchange-correlation potential is rough where the density is thin.
